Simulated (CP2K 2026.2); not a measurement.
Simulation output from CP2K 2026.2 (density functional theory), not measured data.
Periodic cell of 534 atoms, Si358O176, from a study of silicon, its oxide and their interface. The atomic structure is a simulated model.
Doubt: the forces sum to 3.58 eV/angstrom along one axis rather than to zero, so they err by at least 0.0067 eV/angstrom per atom on average; the grid cutoff is modest.

Settings: functional PBE; method Gaussian and plane waves; basis set DZVP-MOLOPT-SR-GTH; pseudopotentials GTH-PBE; grid cutoff 350 Ry, relative cutoff 50 Ry; k points Gamma only; occupations fixed; spin none; net charge 0.

Cell vectors (angstrom)
a 16.32 0 0
b 0 16.32 0
c 0.0247 0.1196 35.1221

Atoms and the computed forces on them: element, x, y, z (angstrom), force x, y, z (eV/angstrom)
Si 0.46 15.847 34.948 -0.264 0.089 0.802
Si 2.475 2.645 35.092 -0.152 0.274 0.593
Si 16.088 5.759 0.175 0.283 -0.135 0.73
Si 2.935 8.097 0.276 -0.137 0.174 0.751
Si 16.065 11.196 35.024 0.22 -0.109 0.757
Si 2.709 13.649 0.295 0.007 0.005 0.548
Si 5.028 0.66 35.029 0.322 -0.279 0.754
Si 8.629 2.82 34.918 -0.269 0.057 0.717
Si 5.124 5.918 34.88 0.288 -0.387 0.683
Si 8.164 8.311 34.823 0.08 -0.174 0.724
Si 4.997 11.701 35.023 0.118 -0.226 0.743
Si 8.427 13.612 35.087 -0.249 0.341 0.603
Si 10.773 0.476 34.86 0.209 -0.139 0.72
Si 13.83 3.09 0.029 0.058 -0.302 0.557
Si 11.48 5.096 0.199 -0.116 0.002 0.874
Si 13.81 7.886 0.267 -0.044 0.235 0.692
Si 10.636 11.165 0.128 0.173 -0.401 0.66
Si 13.672 13.267 35.015 -0.053 0.291 0.674
Si 1.202 1.173 1.33 -0.025 -0.038 -0.037
Si 3.9 4.153 1.034 0.017 -0.002 0.004
Si 1.356 6.885 1.444 -0.004 0.04 -0.059
Si 4.169 9.754 1.301 0.076 0.005 -0.035
Si 1.29 12.163 1.355 -0.045 -0.013 -0.044
Si 4.131 15.145 1.35 0.007 0.01 -0.031
Si 6.816 1.589 1.035 0.027 -0.028 -0.032
Si 9.729 4.039 1.335 -0.006 -0.007 -0.032
Si 6.878 6.73 1.082 -0.031 0.028 -0.028
Si 9.458 9.476 1.2 -0.015 -0.017 -0.049
Si 6.712 12.449 1.235 -0.003 -0.021 -0.03
Si 9.596 15.125 1.158 0.001 0.015 -0.03
Si 12.445 1.403 1.064 -0.001 -0.004 -0.056
Si 15.064 4.214 1.603 -0.032 0.036 -0.036
Si 12.346 6.728 1.599 -0.012 -0.012 -0.037
Si 14.955 9.583 1.364 -0.004 0.001 -0.059
Si 12.214 12.223 1.471 -0.013 0.014 -0.009
Si 14.934 14.819 1.062 0.003 0 -0.09
Si 0.021 2.655 2.731 0.056 0.021 0.048
Si 2.703 0.053 2.731 -0.021 -0.016 0.025
Si 0.005 8.26 2.754 -0.01 0.024 0.056
Si 2.736 5.449 2.64 0.002 -0.036 0.035
Si 16.239 13.571 2.629 0.024 0.012 0.06
Si 2.72 10.912 2.726 -0.015 -0.013 0.003
Si 5.392 2.867 2.45 -0.013 0.008 0.007
Si 8.138 0.133 2.477 0.002 0.021 -0.005
Si 5.574 8.233 2.511 0.006 -0.028 0.005
Si 8.225 5.431 2.543 0.006 0.021 -0.023
Si 5.473 13.772 2.693 -0.013 0.015 0.025
Si 8.097 10.939 2.531 0.029 0.003 0.006
Si 11.066 2.649 2.63 0.015 -0.013 0.03
Si 13.677 16.294 2.478 0.035 -0.006 -0.023
Si 10.835 8.173 2.65 -0.032 0.009 0.013
Si 13.679 5.462 2.982 0.027 0.013 0.063
Si 10.882 13.751 2.632 -0.007 0.02 0.018
Si 13.581 10.868 2.769 0.014 -0.035 0.033
Si 1.418 4.066 4.024 0.007 -0.001 -0.01
Si 4.115 1.48 3.946 0.019 0 -0.001
Si 1.396 9.563 4.102 -0.007 0.015 0.009
Si 4.149 6.868 3.902 0.01 0.054 -0.018
Si 1.328 14.943 4.002 -0.039 0.017 -0.036
Si 4.086 12.346 4.001 0.008 -0.008 -0.011
Si 6.796 4.127 3.896 -0.007 0.008 0.01
Si 9.557 1.381 3.925 0.01 -0.018 -0.031
Si 6.84 9.567 3.973 -0.02 0.004 -0.001
Si 9.494 6.811 3.989 0 -0.028 0.013
Si 6.869 15.104 3.98 0.004 0.029 0.027
Si 9.49 12.318 3.909 0.002 -0.031 -0.012
Si 12.262 4.032 4.125 -0.032 -0.003 0
Si 14.929 1.321 4.006 -0.038 -0.015 -0.012
Si 12.191 9.512 4.054 0.035 -0.006 0.004
Si 15.033 6.898 4.178 -0.005 -0.004 0.008
Si 12.293 15.042 3.964 -0.001 -0.007 -0.001
Si 14.942 12.261 4.074 0.018 0 0.001
Si 0.019 0.052 10.804 0.01 -0.004 -0.002
Si 2.753 2.772 10.811 -0.002 0.004 0.002
Si 0.025 5.472 10.823 0.011 -0.005 0.003
Si 2.735 8.192 10.832 0 -0.004 -0.004
Si 0.009 10.91 10.815 -0.009 0.002 0.001
Si 2.724 13.636 10.789 -0.009 0.019 -0.007
Si 5.456 0.06 10.785 -0.005 0 -0.004
Si 8.178 2.775 10.819 0.003 -0.001 0.004
Si 5.466 5.488 10.82 0.001 0.005 0.008
Si 8.168 8.19 10.797 0.01 0.007 0
Si 5.454 10.917 10.799 -0.006 -0.005 0.001
Si 8.17 13.651 10.799 0 -0.008 0.004
Si 10.898 0.056 10.812 -0.002 -0.008 -0.011
Si 13.625 2.774 10.824 -0.008 -0.009 0.005
Si 10.895 5.491 10.795 0.01 0.015 -0.012
Si 13.622 8.195 10.808 -0.001 0.003 -0.001
Si 10.89 10.913 10.787 -0.003 -0.006 -0.007
Si 13.612 13.641 10.828 0 -0.002 0.01
Si 1.369 1.427 12.158 0.013 -0.006 -0.008
Si 4.103 4.136 12.18 0.006 0.005 0.001
Si 1.378 6.826 12.2 0.007 0.011 0.011
Si 4.099 9.556 12.179 -0.014 0.006 0.001
Si 1.373 12.274 12.166 0.013 0.002 0
Si 4.071 15.021 12.124 -0.016 -0.036 -0.013
Si 6.799 1.422 12.167 -0.007 -0.005 0.011
Si 9.541 4.149 12.172 0.004 -0.004 -0.001
Si 6.822 6.839 12.185 -0.004 -0.003 0.005
Si 9.553 9.532 12.139 0.004 0.013 -0.005
Si 6.818 12.272 12.152 -0.001 0.007 0.019
Si 9.535 15.016 12.16 0.022 0.012 -0.002
Si 12.262 1.416 12.178 -0.001 -0.007 0.003
Si 14.984 4.13 12.206 -0.005 0.005 0.013
Si 12.258 6.836 12.168 -0.015 -0.006 0
Si 14.981 9.543 12.186 -0.001 -0.004 0.013
Si 12.244 12.263 12.158 -0.003 -0.003 -0.002
Si 14.982 15.017 12.165 -0.001 0.007 0.006
Si 0.033 2.764 13.567 0.021 -0.009 0.012
Si 2.733 0.076 13.498 0.002 -0.009 -0.005
Si 0.015 8.18 13.569 -0.003 -0.001 0.007
Si 2.745 5.469 13.568 0 -0.009 0.003
Si 0.016 13.649 13.514 -0.002 0.001 0.002
Si 2.721 10.902 13.536 0.004 -0.004 -0.005
Si 5.462 2.797 13.552 -0.014 -0.007 0.001
Si 8.17 0.064 13.51 0.005 -0.008 0.009
Si 5.45 8.183 13.545 0.002 0.007 0.002
Si 8.188 5.495 13.562 0.011 0.009 0.005
Si 5.407 13.636 13.461 -0.005 0.034 -0.005
Si 8.203 10.888 13.482 0.014 -0.023 -0.002
Si 10.917 2.808 13.525 0.011 0.003 -0.002
Si 13.639 0.066 13.533 0 -0.001 0.004
Si 10.891 8.178 13.534 -0.004 0.007 -0.006
Si 13.618 5.506 13.558 -0.008 0.019 0.003
Si 10.902 13.647 13.507 -0.002 0 -0.005
Si 13.587 10.894 13.524 -0.016 0.012 0.002
Si 1.392 4.116 14.95 0.015 0.016 0.01
Si 4.063 1.448 14.879 -0.017 0.019 -0.003
Si 1.388 9.53 14.927 0.022 -0.011 -0.002
Si 4.105 6.821 14.939 0.009 0.023 0.012
Si 1.375 15.042 14.85 0.017 0.009 0.005
Si 4.086 12.275 14.863 -0.024 0.006 0.003
Si 6.831 4.147 14.936 -0.017 -0.012 -0.001
Si 9.523 1.472 14.85 -0.027 -0.018 -0.005
Si 6.867 9.522 14.855 0.008 0.009 -0.008
Si 9.55 6.842 14.944 0.016 0.011 0
Si 6.756 15 14.792 -0.013 -0.028 -0.026
Si 9.544 12.261 14.833 0.029 0.014 0.007
Si 12.277 4.144 14.929 -0.015 -0.025 0.005
Si 14.985 1.413 14.937 -0.028 -0.016 0.004
Si 12.241 9.521 14.905 0.023 -0.022 0.011
Si 14.954 6.857 14.961 0.004 0.003 0.002
Si 12.282 15.004 14.859 -0.007 -0.002 -0.02
Si 14.95 12.278 14.841 -0.002 -0.007 0.009
Si 0.027 16.347 16.281 0.02 -0.016 0
Si 2.746 2.764 16.347 0.028 -0.018 0.032
Si 16.315 5.462 16.289 -0.025 -0.004 -0.028
Si 2.745 8.158 16.323 -0.018 0.001 0.031
Si 16.281 10.907 16.195 -0.023 -0.005 0
Si 2.73 13.686 16.186 0.006 -0.019 0.015
Si 5.463 0.091 16.156 0.017 -0.03 -0.004
Si 8.211 2.811 16.301 0.018 -0.01 0.011
Si 5.486 5.495 16.333 0.014 0.014 0.005
Si 8.178 8.191 16.313 -0.024 -0.013 0.02
Si 5.503 10.892 16.152 0.024 -0.006 -0.03
Si 8.06 13.563 16.092 -0.038 -0.003 -0.024
Si 10.89 0.082 16.124 0.024 0.001 0.017
Si 13.647 2.803 16.307 0.029 0.014 0.012
Si 10.923 5.49 16.314 0 0.019 0.005
Si 13.587 8.218 16.354 -0.015 0.027 0.03
Si 10.901 10.919 16.227 -0.025 0.006 -0.004
Si 13.637 13.641 16.238 0.012 0.024 0.023
Si 1.34 1.388 17.687 -0.017 0.02 -0.015
Si 4.166 4.114 17.713 0.003 0.001 -0.019
Si 1.305 6.805 17.675 -0.006 0.021 -0.017
Si 4.256 9.517 17.545 0.06 -0.027 -0.03
Si 1.306 12.315 17.463 -0.01 0.023 -0.043
Si 4.14 15.052 17.496 -0.002 0.007 -0.031
Si 6.817 1.404 17.566 -0.006 0.004 -0.011
Si 9.569 4.172 17.718 0 -0.014 0.012
Si 6.867 6.814 17.755 -0.018 0.001 -0.02
Si 9.498 9.64 17.617 0 0.037 -0.011
Si 6.789 12.219 17.581 0.01 -0.013 -0.027
Si 9.4 15.01 17.263 -0.034 0.003 -0.075
Si 12.234 1.402 17.545 -0.019 -0.02 -0.041
Si 15.021 4.136 17.755 0.002 -0.029 0.015
Si 12.257 6.814 17.741 0.02 -0.009 0.007
Si 14.933 9.662 17.683 0.007 0.016 0.001
Si 12.278 12.272 17.574 0.007 -0.023 -0.008
Si 15.027 14.937 17.65 0.001 -0.023 -0.006
Si 16.304 2.691 19.175 -0.026 0.005 0.053
Si 2.794 16.328 18.911 0.011 0.004 0.017
Si 16.28 8.26 19.021 0.013 -0.023 0.028
Si 2.669 5.408 19.022 -0.009 -0.042 0.004
Si 0.059 13.545 19.059 -0.047 0.025 0.058
Si 2.825 11.005 18.585 0.011 0.008 -0.003
Si 5.612 2.738 19.062 0.01 0.03 0.051
Si 8.186 16.288 18.781 -0.002 -0.032 0.063
Si 5.516 8.194 19.12 -0.001 0.003 -0.009
Si 8.29 5.529 19.199 0.02 0.04 0.057
Si 5.48 13.694 18.842 0.044 0.008 0.07
Si 8.098 10.897 19.073 -0.018 -0.023 0.042
Si 10.94 2.759 18.997 0.025 -0.015 0.037
Si 13.581 16.315 18.869 -0.002 0.003 0.042
Si 10.867 8.313 18.948 0.003 -0.014 0.017
Si 13.686 5.499 19.179 -0.022 0.017 0.019
Si 10.661 13.616 18.549 -0.04 -0.025 -0.014
Si 13.641 11.093 19.134 0.032 0.035 0.04
Si 1.68 3.771 20.466 -0.357 0.257 -0.703
Si 3.964 1.539 20.23 0.231 -0.139 -0.806
Si 1.717 9.506 19.903 -0.383 0.044 -0.738
Si 3.732 7.107 20.204 0.376 -0.281 -0.754
Si 1.687 14.742 20.225 -0.084 0.079 -0.723
Si 3.845 12.541 20.007 0.038 0.07 -0.747
Si 6.974 4.087 20.541 0.168 -0.194 -0.721
Si 9.775 1.047 20.087 -0.138 0.288 -0.816
Si 7.027 9.345 20.58 -0.141 0.165 -0.673
Si 9.431 7.252 20.448 -0.07 -0.158 -0.673
Si 7.094 14.755 20.186 -0.124 0.125 -0.773
Si 9.308 12.568 20.166 0.006 -0.147 -0.743
Si 12.53 3.815 20.391 -0.062 0.164 -0.779
Si 14.62 1.467 20.364 0.247 -0.023 -0.718
Si 12.428 9.454 20.262 -0.139 0.295 -0.775
Si 14.724 7.238 20.504 0.289 -0.341 -0.739
Si 11.815 15.124 19.792 0.269 0.055 -0.723
Si 15.032 12.376 20.685 0.051 -0.083 -0.852
Si 16.268 16.131 22.497 -0.107 -0.028 -0.213
Si 5.294 6.141 25.109 -0.095 0.018 -0.087
Si 14.526 9.222 25.651 -0.072 -0.078 -0.166
Si 0.694 10.801 22.489 -0.18 0.073 0.025
Si 2.314 4.179 23.365 -0.018 -0.03 -0.262
Si 8.191 2.08 22.578 0.005 0.101 -0.174
Si 5.715 0.213 22.427 0.092 -0.033 -0.246
Si 4.801 5.451 22.355 -0.083 -0.106 -0.134
Si 11.441 5.829 22.531 0.101 0.044 -0.29
Si 5.207 11.077 22.483 0.186 -0.174 -0.116
Si 7.779 11.337 26.955 0.021 0.106 -0.002
Si 12.868 13.752 22.233 0.095 -0.06 0.019
Si 0.757 1.945 24.597 -0.044 -0.003 0.105
Si 1.02 9.225 24.964 0.113 0.073 -0.279
Si 14.358 6.8 23.466 -0.015 0.03 -0.092
Si 11.201 11.267 22.415 0.045 0.076 -0.271
Si 8.738 12.549 29.737 -0.181 -0.043 -0.158
Si 15.139 4.278 25.246 0.05 0.043 -0.168
Si 5.58 4.241 27.132 0.016 -0.058 0.077
Si 0.515 5.374 27.65 0.074 -0.088 0.153
Si 2.857 11.305 24.274 -0.008 0.011 -0.223
Si 14.983 14.874 24.967 -0.041 -0.069 -0.009
Si 4.479 16.374 29.523 -0.044 0.066 0.196
Si 9.184 1.191 27.833 0.111 0.011 -0.023
Si 10.299 1.889 24.973 -0.057 -0.122 -0.232
Si 10.436 4.954 25.334 -0.003 -0.002 -0.058
Si 9.503 11.737 24.576 -0.023 -0.141 0.041
Si 3.288 13.853 26.021 -0.112 -0.024 -0.077
Si 12.422 15.999 24.46 0.003 0.109 -0.229
Si 2.333 6.417 25.54 0.116 -0.057 0.051
Si 12.833 3.489 29.614 0.223 0.132 0.102
Si 14.636 7.354 28.044 0.008 0.064 -0.015
Si 8.044 8.671 28.112 -0.093 -0.004 0.013
Si 1.119 15.765 26.414 0.103 0.082 -0.041
Si 16.043 15.919 31.917 0.099 -0.089 0.252
Si 14.428 1.034 30.025 0.177 0.068 -0.05
Si 3.145 3.493 31.41 0.05 0.013 0.165
Si 4.093 5.362 29.541 0.066 0.034 0.042
Si 2.479 14.369 28.724 -0.145 0.048 -0.111
Si 13.659 12.164 25.911 0.061 0.035 -0.174
Si 7.771 6.018 26.635 -0.095 -0.011 -0.024
Si 11.02 13.695 25.799 0.111 0.003 -0.073
Si 9.94 9.742 29.974 0.016 -0.088 0.114
Si 10.103 14.776 28.306 0.042 -0.018 0.054
Si 5.776 15.394 25.142 0.003 -0.026 -0.028
Si 6.827 12.692 24.503 -0.047 0.005 -0.029
Si 10.321 2.564 30.418 -0.049 -0.044 0.049
Si 12.727 15.099 29.521 0.094 0.09 0.147
Si 8.518 4.358 32.095 0.147 0.086 0.336
Si 10.932 16.14 31.859 -0.018 -0.094 0.145
Si 2.183 0.935 30.881 0.065 -0.05 0.091
Si 15.483 7.711 31.027 0.161 0.013 0.136
Si 0.024 3.662 33.304 -0.05 -0.107 0.215
Si 4.568 0.998 32.224 -0.013 0.097 0.18
Si 1.996 6.29 31.138 -0.089 -0.015 0.087
Si 7.535 8.601 30.985 -0.045 -0.059 -0.02
Si 0.277 13.226 30.615 0.042 0.066 0.163
Si 3.012 8.892 32.593 0.044 0.134 0.081
Si 6.107 5.986 31.821 -0.134 0.061 0.112
Si 11.69 12.449 32.857 0.074 -0.035 0.269
Si 6.002 9.849 33.012 -0.041 0.031 0.16
Si 10.243 6.816 32.892 -0.014 0.152 0.032
Si 6.218 1.271 27.268 -0.03 -0.01 -0.143
Si 12.746 10.592 30.71 -0.095 0.066 0.134
Si 12.83 4.944 26.991 0.098 0.085 -0.043
Si 14.204 12.452 28.905 -0.102 -0.003 0.048
Si 12.989 8.135 32.482 -0.157 -0.186 0.063
Si 15.722 3.671 30.111 0.043 -0.047 0.034
Si 8.938 13.983 32.177 -0.051 -0.057 0.144
Si 0.63 10.395 32.062 0.018 -0.068 0.141
O 16.333 16.32 33.452 -0.052 0.621 -0.235
O 15.604 13.045 29.379 0.1 0.045 -0.337
O 1.43 2.935 33.816 0.094 -0.277 -0.433
O 3.72 1.622 34.754 -0.099 0.114 -0.091
O 0.19 5.17 33.886 0.319 0.227 -0.37
O 15.616 2.097 29.623 0.376 -0.224 -0.434
O 2.314 8.839 34.049 -0.479 0.439 0.089
O 2.744 7.49 31.878 0.183 0.022 -0.144
O 0.242 10.544 33.629 0.218 -0.058 -0.116
O 2.219 10.091 31.859 0.362 0.296 -0.314
O 3.787 12.754 34.624 -0.13 0.145 -0.538
O 1.665 14.758 34.62 -0.079 -0.125 -0.594
O 5.44 0.413 33.455 0.661 -0.278 -0.418
O 5.301 0.464 30.87 0.601 -0.264 -0.054
O 9.632 1.6 34.469 -0.069 -0.111 -0.253
O 8.34 3.753 33.603 -0.045 0.407 0.071
O 4.039 7.121 34.862 -0.176 -0.089 -0.192
O 5.47 5.727 33.292 -0.175 -0.309 -0.463
O 9.184 7.817 33.636 0.259 0.274 -0.279
O 6.913 9.135 34.154 -0.289 -0.086 0.155
O 3.068 0.353 32.126 -0.126 -0.291 0.524
O 5.632 11.311 33.569 0.175 0.535 -0.639
O 9.455 12.354 34.985 -0.059 -0.055 -0.163
O 8.067 14.058 33.549 -0.298 0.202 -0.315
O 11.327 16.184 33.445 0.458 -0.351 0
O 10.322 13.203 32.498 -0.157 -0.065 -0.275
O 13.833 11.046 29.618 0.31 -0.314 -0.342
O 12.649 4.223 34.671 -0.072 -0.138 -0.337
O 9.437 5.704 32.024 0.232 0.186 -0.267
O 11.468 3.728 30.444 -0.039 0.579 0.384
O 15.002 6.988 34.881 -0.133 0.206 -0.575
O 12.996 8.43 34.067 -0.21 0.495 -0.039
O 11.362 11.132 33.772 0.062 -0.454 -0.25
O 13.305 9.552 31.784 0.089 0.109 0.102
O 14.905 12.27 34.597 -0.107 0.121 -0.357
O 12.737 13.424 33.661 -0.02 0.507 -0.429
O 1.376 4.226 22.02 -0.469 0.443 0.48
O 2.821 2.619 20.648 -0.039 -0.003 -0.02
O 4.506 0.882 21.61 -0.087 -0.062 0.291
O 1.543 10.438 21.198 0.312 0.331 -0.05
O 16.077 9.622 25.866 0.143 0.195 0.664
O 3.904 6.632 21.748 -0.072 0.15 0.655
O 2.706 8.334 20.4 0.116 -0.129 0.156
O 1.033 15.42 21.545 0.092 0.153 0.222
O 2.044 2.882 24.292 0.545 -0.097 0.496
O 4.59 11.694 21.148 0.319 0.069 0.168
O 2.788 13.605 20.683 0.098 -0.097 0.495
O 9.053 2.12 23.943 -0.279 0.118 0.433
O 7.81 3.488 21.836 0.413 0.165 0.444
O 10.941 16.308 20.477 0.21 0.077 0.253
O 9.086 1.288 21.522 0.268 -0.444 0.23
O 6.314 9.984 21.947 -0.064 0.053 0.487
O 8.24 8.282 21.006 0.128 0.043 0.2
O 11.817 4.483 21.7 -0.005 -0.021 0.16
O 10.453 6.762 21.635 0.253 0.228 0.178
O 12.367 12.332 22.839 0.021 -0.265 0.335
O 6.437 15.412 21.517 -0.015 -0.212 0.287
O 8.209 13.668 20.708 -0.119 -0.007 0.603
O 10.113 11.963 21.443 0.174 0.104 0.061
O 13.573 2.632 20.891 0.02 -0.094 0.48
O 14.114 8.548 27.072 -0.301 0.173 0.168
O 15.108 0.532 21.614 -0.158 -0.278 0.182
O 0.663 0.98 23.321 0.421 0.225 -0.073
O 13.523 8.324 20.67 -0.014 -0.107 0.058
O 11.835 9.989 21.681 -0.105 -0.03 0.499
O 14.367 8.117 24.443 -0.007 0.125 -0.111
O 15.177 6.959 22.055 0.379 -0.076 0.168
O 14.353 13.566 21.595 0.396 0.636 0.237
O 11.968 14.008 20.95 -0.163 -0.384 0.072
O 13.649 6.107 27.753 -0.3 0.111 0.118
O 15.645 11.41 21.875 -0.114 -0.4 0.187
O 3.87 4.242 22.892 0.079 -0.463 0.386
O 13.09 1.908 29.861 -0.273 -0.451 -0.065
O 6.593 6.782 25.81 -0.043 0.817 0.002
O 1.968 5.693 26.962 0.438 0 0.203
O 2.259 10.205 25.296 0.065 -0.148 0.557
O 16.141 6.831 27.75 0.544 0.217 -0.115
O 7.11 8.508 29.432 -0.649 -0.003 -0.268
O 0.523 9.478 23.417 -0.214 -0.409 -0.005
O 15.721 15.025 23.536 0.302 -0.268 -0.131
O 5.776 4.983 21.176 0.006 0.47 -0.28
O 5.095 15.88 23.758 -0.396 0.033 0.117
O 5.641 6.116 23.544 0.302 0.283 -0.158
O 6.804 1.321 22.863 -0.079 0.314 0.252
O 9.848 1.167 26.351 0.227 -0.18 -0.009
O 8.946 5.379 25.754 -0.138 -0.304 -0.443
O 3.896 6.867 25.477 0.139 0.671 0.024
O 12.81 6.529 23.036 -0.081 0.284 -0.095
O 10.588 5.439 23.819 -0.568 -0.003 -0.102
O 3.985 10.513 23.396 0.009 -0.399 0.085
O 3.428 12.578 25.058 0.212 0.065 -0.207
O 5.732 12.312 23.391 -0.346 0.497 -0.12
O 9.4 11.212 30.318 -0.08 0.182 0.27
O 12.649 15.07 23.139 0.054 0.147 -0.118
O 6.666 12.034 25.994 -0.628 0.034 0.266
O 13.929 16.133 25.047 0.312 0.656 0.127
O 16.069 4.513 26.533 0.28 -0.364 -0.103
O 13.628 4.174 25.804 -0.498 -0.496 -0.028
O 11.538 1.038 24.291 0.19 0.111 -0.117
O 12.111 12.559 26.16 -0.372 -0.122 0.355
O 15.075 5.536 24.209 0.151 -0.165 0.205
O 10.445 10.725 23.747 0.176 -0.67 0.225
O 10.222 13.187 24.51 -0.13 0.212 -0.595
O 9.888 13.644 29.423 0.318 -0.167 0.131
O 9.492 9.29 28.496 0.426 -0.039 -0.457
O 7.68 1.742 27.728 -0.078 0.316 0.352
O 15.737 2.895 24.628 -0.298 -0.168 -0.248
O 1.998 5.452 24.292 -0.504 0.108 0.035
O 7.101 4.757 27.415 0.203 -0.187 0.251
O 1.908 2.501 31.111 -0.73 0.093 -0.222
O 1.418 7.712 25.28 -0.294 0.001 0.111
O 4.667 5.209 28.062 -0.038 0.271 -0.19
O 6.869 9.92 31.654 0.162 0.477 -0.36
O 2.877 13.355 27.514 0.212 -0.62 0.033
O 14.317 13.374 25.011 -0.123 -0.247 -0.147
O 1.597 15.547 27.962 -0.165 0.426 0.321
O 5.458 0.315 28.3 0.117 -0.282 -0.196
O 6.338 0.391 25.906 0.149 0.256 -0.22
O 0.847 16.401 30.849 0.051 0.006 -0.629
O 5.374 2.655 27.232 -0.434 -0.236 -0.191
O 10.75 3.373 25.388 0.171 0.093 0.079
O 9.044 15.983 28.365 -0.688 0.008 0.164
O 5.071 6.11 30.597 -0.063 0.483 -0.105
O 11.506 5.618 26.349 -0.243 0.488 0.084
O 9.186 11.3 26.107 0.566 -0.127 0.102
O 9.033 3.214 31.108 -0.347 -0.2 -0.411
O 4.702 14.629 26.065 0.023 -0.092 0.679
O 6.916 14.3 24.732 0.354 0.06 0.164
O 1.001 1.004 25.919 0.146 0.359 0.249
O 11.65 15.128 25.549 0.119 0.263 0.489
O 14.989 2.969 33.955 -0.003 -0.339 -0.123
O 14.73 0.463 31.521 -0.433 -0.125 0.417
O 12.487 3.812 28.08 -0.115 -0.182 -0.116
O 13.759 10.637 25.327 -0.134 -0.081 -0.42
O 14.721 7.823 29.59 -0.207 0.484 -0.026
O 0.402 6.626 31.042 -0.19 -0.229 -0.013
O 7.342 9.782 27.168 -0.612 -0.175 -0.408
O 8.115 11.996 23.822 -0.139 -0.289 -0.736
O 15.994 15.059 26.207 -0.193 -0.317 0.422
O 14.384 12.171 27.339 0.464 -0.221 -0.138
O 14.064 15.991 29.206 0.151 -0.162 -0.25
O 15.989 14.317 31.675 -0.084 -0.382 0.506
O 3.879 14.876 29.386 0.232 -0.403 0.354
O 2.666 6.149 29.648 -0.337 0.131 -0.328
O 2.462 4.901 31.921 0.018 -0.043 0.512
O 16.108 3.746 31.7 -0.241 0.289 -0.164
O 0.362 4.506 29.059 0.228 0.238 0.166
O 7.06 4.731 31.532 -0.055 -0.55 -0.524
O 0.372 11.812 31.363 -0.214 0.24 -0.24
O 1.674 13.686 29.945 0.286 0.098 0.167
O 2.184 14.932 25.502 -0.008 0.16 -0.614
O 6.99 7.342 31.828 0.212 0.015 0.266
O 3.897 3.839 30.029 0.408 -0.448 -0.311
O 4.274 2.637 32.254 0.285 0.505 0.012
O 11.53 9.792 30.008 0.034 -0.35 -0.142
O 3.106 0.935 29.549 -0.329 0.442 -0.534
O 9.168 8.73 31.009 0.378 -0.282 0.281
O 4.607 9.091 32.696 0.095 -0.12 -0.291
O 8.351 7.201 27.55 0.416 -0.025 0.37
O 11.561 15.456 28.459 0.235 0.653 -0.466
O 5.173 4.603 25.609 -0.033 -0.585 -0.242
O 1.611 11.832 23.348 0.125 0.402 0.141
O 10.001 2.094 28.897 0.094 0.168 -0.274
O 8.025 13.256 31.029 -0.708 0.137 -0.049
O 12.099 15.368 31.012 0.178 -0.156 0.079
O 9.46 15.451 31.721 -0.39 0.382 -0.558
O 13.075 13.549 29.261 -0.271 -0.253 -0.126
O 9.935 13.939 26.948 -0.258 -0.095 -0.032
O 11.501 7.54 32.125 -0.1 -0.121 -0.345
O 10.922 5.975 34.054 -0.25 0.095 0.047
O 10.785 1.317 31.315 0.246 0.107 0.235
O 14.191 4.268 30.045 0.084 0.535 -0.092
O 12.32 11.937 31.48 0.255 0.274 -0.356
O 7.909 12.137 28.386 -0.164 0.312 -0.077
O 14.284 7.241 32.039 0.27 -0.399 0.277
O 16.116 9.156 31.431 -0.264 0.003 -0.158
Si 16.321 16.325 5.369 0.015 0.007 0.003
Si 2.784 2.77 5.393 0.015 -0.017 0.007
Si 0.077 5.452 5.411 -0.001 -0.002 -0.003
Si 2.787 8.168 5.358 0.009 -0.018 0.008
Si 0.018 10.931 5.423 -0.003 -0.009 0.007
Si 2.717 13.647 5.387 -0.009 -0.015 0.012
Si 5.467 0.106 5.321 -0.009 -0.005 0.018
Si 8.177 2.764 5.272 -0.001 -0.003 -0.001
Si 5.482 5.506 5.299 0.009 0.006 -0.013
Si 8.174 8.205 5.354 0.01 0.015 0.007
Si 5.453 10.933 5.321 -0.025 0.005 -0.011
Si 8.174 13.669 5.326 0.021 0.008 0.001
Si 10.896 0.04 5.335 0.007 0.004 0.001
Si 13.626 2.681 5.433 0.008 0.003 0.023
Si 10.862 5.455 5.372 0.01 0.017 -0.006
Si 13.584 8.214 5.45 -0.01 -0.004 0.021
Si 10.845 10.956 5.329 -0.025 0.019 -0.02
Si 13.593 13.662 5.378 -0.01 0.018 -0.001
Si 1.383 1.39 6.708 0.006 0 -0.004
Si 4.137 4.157 6.714 -0.009 0.004 -0.006
Si 1.43 6.825 6.75 0.032 -0.013 -0.003
Si 4.112 9.569 6.71 -0.01 -0.011 0
Si 1.382 12.286 6.768 -0.007 -0.001 0.001
Si 4.103 15.04 6.69 -0.005 0.018 -0.005
Si 6.837 1.43 6.693 -0.003 -0.011 -0.005
Si 9.496 4.106 6.71 -0.005 0.019 -0.003
Si 6.812 6.847 6.707 -0.009 0.011 0.004
Si 9.526 9.576 6.71 0.017 -0.008 0
Si 6.807 12.299 6.687 0.01 0.009 -0.013
Si 9.549 14.994 6.706 0.019 -0.021 0.001
Si 12.226 1.368 6.762 -0.019 0.01 0.002
Si 14.998 4.094 6.741 -0.008 -0.013 -0.011
Si 12.232 6.81 6.748 0.001 0.001 0.009
Si 14.966 9.578 6.775 0.001 0.009 -0.001
Si 12.223 12.292 6.715 0.004 -0.003 0
Si 14.962 14.996 6.752 -0.005 -0.013 -0.011
Si 0.04 2.748 8.097 0.004 0.01 -0.005
Si 2.742 0.048 8.078 0.008 -0.005 0
Si 0.031 8.189 8.091 -0.016 -0.008 -0.017
Si 2.775 5.479 8.111 0.002 0.021 0.013
Si 0.007 13.642 8.108 0.004 0.01 -0.001
Si 2.745 10.906 8.095 -0.005 0.002 -0.005
Si 5.482 2.782 8.07 0.023 0.016 0.004
Si 8.185 0.051 8.058 0.004 0.004 -0.012
Si 5.459 8.205 8.078 -0.011 0 -0.003
Si 8.161 5.481 8.074 0.012 -0.003 -0.004
Si 5.453 13.66 8.057 -0.022 -0.02 -0.014
Si 8.158 10.933 8.066 0.002 0.009 -0.005
Si 10.874 2.764 8.087 0.005 -0.017 -0.002
Si 13.604 0.03 8.116 -0.006 -0.006 0.003
Si 10.885 8.208 8.079 0.005 0.006 -0.001
Si 13.62 5.459 8.09 -0.01 -0.007 0.001
Si 10.886 13.645 8.094 -0.01 -0.002 0.001
Si 13.597 10.945 8.097 0.013 0.001 -0.006
Si 1.393 4.121 9.454 0.016 -0.008 -0.002
Si 4.103 1.423 9.424 -0.016 -0.002 -0.007
Si 1.38 9.55 9.461 0.016 0.002 0.001
Si 4.112 6.854 9.465 -0.001 0.002 0.005
Si 1.375 15.011 9.441 -0.01 -0.018 -0.011
Si 4.104 12.287 9.433 -0.003 0.008 0.007
Si 6.82 4.131 9.455 -0.014 0.006 0.007
Si 9.526 1.405 9.451 0.005 0.003 0
Si 6.816 9.562 9.436 -0.004 -0.002 0.001
Si 9.527 6.841 9.43 -0.011 0 0.001
Si 6.818 15.014 9.424 0.009 -0.001 -0.006
Si 9.52 12.281 9.438 0.018 -0.004 0.002
Si 12.252 4.113 9.45 -0.009 0.011 0.007
Si 14.975 1.408 9.453 -0.002 0.001 -0.005
Si 12.257 9.556 9.442 0.007 0.011 -0.004
Si 14.984 6.826 9.45 0 -0.004 0.003
Si 12.249 14.992 9.468 0.009 -0.011 0.007
Si 14.967 12.285 9.466 -0.01 0.012 0.001

Results
total energy: -115457.477 eV
total energy less fixed offsets of O -438.35, Si -107.03 eV per atom: 8.863 eV
